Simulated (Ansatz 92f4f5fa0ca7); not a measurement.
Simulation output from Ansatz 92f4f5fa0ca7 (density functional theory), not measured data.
Periodic cell of 209 atoms, Si128O81, from a study of silicon, its oxide and their interface. The atomic structure is a simulated model.
This geometry differs little from another in the collection (a relaxation step or a small displacement).

Settings
functional: r2SCAN
potential files: Ansatz PAW
basis: plane waves
wave-function cutoff: 800 eV
density cutoff ratio: 5
exchange-correlation grid ratio: 1
k mesh: 1 x 1 x 1, shifted by 0.5 0.5 0 of a step
self-consistency stop: 1e-10 eV per atom in the density residual
occupations: fixed
spin: none
net charge: 0

Cell vectors (angstrom)
a	10.88	0	0
b	0	10.88	0
c	-1.637	-3.7916	30.6638

Atoms and the computed forces on them: element, x, y, z (angstrom), force x, y, z (eV/angstrom)
Si	-0.7921	-1.8782	0.063	0.0184	-0.0233	0.0769
Si	1.8491	0.8672	0.1199	0.0192	-0.0208	0.0816
Si	-2.0134	4.3736	0.1902	0.0042	0.0262	0.0516
Si	-3.5889	5.3453	15.4476	0.001	-0.0171	0.2295
Si	-7.2621	-0.8727	0.0292	-0.02	0.0197	0.0852
Si	-4.6244	2.05	0.3119	-0.0092	0.006	-0.0065
Si	4.581	3.7383	0.4024	0.0174	-0.0285	0.0802
Si	-3.577	-4.6338	0.1664	0.0218	-0.0237	0.0964
Si	0.079	-0.084	1.3491	0	-0.0008	-0.0046
Si	2.773	2.6381	1.3897	-0.0034	0.0026	-0.0077
Si	-0.0861	-5.4618	1.1739	0.0018	-0.0124	-0.0055
Si	2.6395	-2.677	1.2525	0.0109	0.001	-0.0078
Si	-5.4879	0.0783	1.279	-0.0022	-0.0098	-0.0014
Si	-2.8678	2.8062	1.6866	0.0084	0.0038	-0.0055
Si	5.58	5.4441	1.5846	-0.0031	0.0025	-0.0012
Si	-2.6076	-2.8067	1.2936	-0.0016	0.0013	-0.0063
Si	-1.3455	1.319	2.6733	-0.0006	-0.001	0.0007
Si	1.3326	4.0811	2.5691	0	0.0005	0.0018
Si	-1.3288	-4.1443	2.7453	0.0031	0.0013	-0.0022
Si	1.3895	-1.3842	2.7969	-0.0023	-0.0004	-0.0014
Si	4.1023	1.333	2.8208	0.001	0.0007	-0.0015
Si	6.7867	4.1441	3.089	-0.0027	-0.0014	0.0011
Si	4.0483	6.8565	2.6356	0.0006	-0.0013	0.0029
Si	-4.053	-1.3612	2.5436	0.0002	0.0002	0.0013
Si	-2.7226	-0.0413	4.0091	0	-0.0007	-0.0021
Si	0.0093	2.7295	4.0029	-0.0014	0.0006	-0.0013
Si	-2.6596	5.5024	4.2406	0.0008	-0.0022	-0.0009
Si	0.0125	-2.7594	4.1001	-0.0002	-0.0009	0.002
Si	2.7324	-0.0101	4.142	0.0011	-0.0008	0.0006
Si	5.3975	2.6918	4.2324	0.0007	0.0005	0.0009
Si	2.698	5.4399	3.9817	0.0007	0.0008	0.0005
Si	5.4425	-2.6749	3.9805	-0.0021	-0.0002	-0.0009
Si	-1.3799	-1.3799	5.4136	-0.0001	0.0001	-0.0008
Si	1.352	1.3896	5.4169	-0.0012	-0.0005	-0.0006
Si	-1.3078	4.0551	5.4561	0.0001	-0.0012	-0.0012
Si	1.3857	6.7692	5.426	-0.0005	-0.0009	-0.0011
Si	4.1233	-1.3669	5.4312	-0.0009	-0.0011	-0.0013
Si	-4.0484	1.3061	5.4498	0.0005	-0.001	-0.0018
Si	4.0079	4.1033	5.4512	-0.0013	0.0011	-0.0003
Si	6.7706	-4.008	5.4389	-0.0011	-0.0001	-0.0015
Si	-0.0005	0.0026	6.7487	0.0001	-0.0005	-0.0015
Si	2.6784	2.7408	6.819	-0.001	-0.0005	-0.0016
Si	0.0135	5.4383	6.8008	-0.0004	-0.0006	-0.0024
Si	2.7482	-2.727	6.7685	-0.0006	-0.0005	-0.0016
Si	-5.4124	-0.033	6.8126	-0.0007	-0.0009	-0.0018
Si	-2.6814	2.6832	6.7802	-0.0001	-0.0005	-0.0008
Si	5.4219	-5.4213	6.7668	0.0004	0.0008	-0.0009
Si	-2.747	-2.6945	6.8106	0.0001	-0.0005	-0.002
Si	-1.3315	1.3317	8.1489	0.0005	-0.0014	-0.0017
Si	1.3217	4.0956	8.1782	-0.001	0.0009	-0.0008
Si	-1.372	6.8107	8.1368	-0.0002	-0.0013	-0.0013
Si	1.3629	-1.3588	8.1129	0.0003	-0.001	-0.0006
Si	4.0792	1.3432	8.1131	-0.0009	-0.003	-0.0012
Si	-4.0579	4.0758	8.0839	0.001	0	-0.0007
Si	4.0899	-4.0626	8.1464	-0.0006	0	-0.0023
Si	-4.0764	-1.3704	8.2054	0	-0.0014	-0.0011
Si	-2.6541	-0.0467	9.5117	0.0005	0	-0.001
Si	-0.0243	2.7199	9.5226	-0.0005	-0.0023	0.0004
Si	-2.7207	5.4308	9.4866	-0.0005	-0.0011	-0.0014
Si	-0.02	-2.6899	9.4939	0	-0.0003	-0.0005
Si	2.7186	-0.0073	9.4948	-0.0014	-0.0018	-0.0021
Si	5.4841	2.6871	9.418	0.0002	0.0002	0.0011
Si	2.6732	5.5033	9.4622	0.0009	0.0013	-0.001
Si	5.4408	-2.7391	9.5528	-0.001	-0.0012	-0.001
Si	-1.335	-1.3783	10.9598	0.0006	0.0001	-0.0002
Si	1.3547	1.3651	10.8493	-0.0035	-0.0032	0.0004
Si	-1.3923	4.075	10.8803	-0.001	-0.0008	0.0005
Si	1.3166	-4.0207	10.8686	0.0008	0.0016	0.0012
Si	2.6624	-2.6721	12.2803	-0.0094	0.006	0
Si	-4.0031	1.3256	10.7892	-0.0015	0.0022	-0.0014
Si	4.0642	4.0817	10.6396	0.0017	-0.0017	-0.0005
Si	-4.0623	6.7644	10.8878	0.0011	0.0007	0.0008
Si	0.0102	0.0871	12.284	0.0027	-0.0026	0.0033
Si	2.7982	2.7585	12.0721	0.0008	0.0021	-0.007
Si	0.0214	5.4123	12.2098	0.0046	0	-0.0046
Si	4.0645	-1.3652	10.8882	-0.0014	-0.003	0.0003
Si	-5.3562	-0.023	12.1509	0.0063	-0.0064	-0.0013
Si	-2.7653	2.7181	12.2357	0.0044	-0.006	-0.0012
Si	5.3482	5.3594	12.0786	-0.0032	-0.0004	-0.006
Si	-2.7064	-2.7995	12.3103	-0.0052	0.0049	-0.004
Si	-1.3111	1.5325	13.6638	0.0025	-0.0032	0
Si	-1.3762	-4.2732	13.6657	-0.0016	-0.0087	0.086
Si	2.8637	-3.2795	19.2423	0.0158	-0.039	0.2975
Si	0.468	2.7306	14.9067	0.0011	0.015	0.1603
Si	4.139	-1.2907	17.145	0.003	-0.0097	0.2683
Si	-4.6858	3.5545	13.3327	0.009	0.019	0.0646
Si	3.8409	-4.3394	13.4458	-0.0013	-0.0068	0.0236
Si	-4.1342	-1.4402	13.604	0.0011	-0.0003	-0.0046
Si	-4.4855	4.5094	18.0687	-0.0373	-0.0336	0.2605
Si	3.565	4.6376	18.3296	0.0128	-0.0071	0.2278
Si	3.5312	2.5309	20.5898	0.0262	-0.0269	0.2854
Si	-6.3402	1.7621	13.2896	-0.0152	-0.0143	0.0504
Si	2.6102	0.3976	15.1347	0.0032	-0.0085	0.156
Si	-2.3754	4.7602	-5.7097	0.0101	0.0231	0.314
Si	-3.8024	-2.4596	21.5685	-0.0344	0.044	0.347
Si	-2.5572	-0.1128	14.8874	-0.0174	0.0047	0.1462
Si	-2.4605	-2.1803	18.9465	-0.0327	-0.0378	0.2653
Si	-3.267	2.3131	-1.5445	0.0213	0.0166	0.2228
Si	0.8091	3.4484	17.7351	0.0365	-0.0096	0.298
Si	-0.8907	2.0443	-6.3307	0.0645	-0.0013	0.3025
Si	-1.0312	-3.6949	-4.2396	0.0374	0.0087	0.2739
Si	0.5285	-1.8487	18.3508	0.0026	0.0186	0.2782
Si	3.6568	4.3917	-2.4605	-0.0278	0.0238	0.2507
Si	4.9446	-3.1077	-4.8684	-0.0178	0.0408	0.3196
Si	-4.7011	3.654	-4.0654	0.0001	-0.0146	0.2992
Si	4.5705	2.5945	-6.3125	-0.0292	0.0463	0.297
Si	1.4948	-1.1193	13.6831	-0.004	-0.0002	-0.0079
Si	1.796	2.8138	-5.3306	-0.0057	-0.0262	0.2492
Si	0.8907	-3.6683	-0.0651	-0.0092	0	0.0111
Si	-0.9703	3.8213	20.0004	-0.0138	-0.0172	0.2532
Si	1.6578	4.27	13.4685	0.0047	0.0042	0.0205
Si	1.5411	-3.9864	-2.3679	0.0057	0.0153	0.2236
Si	-5.4969	-3.094	14.8105	-0.0095	0.0006	0.1393
Si	-1.6507	-0.8655	-5.2375	0.0277	-0.0348	0.3153
Si	-3.997	-1.927	-7.1187	-0.0082	-0.0031	0.3297
Si	3.2846	-1.3632	-2.9339	-0.0284	0.004	0.2541
Si	-3.1353	-4.6777	-8.4429	-0.0128	0.0103	0.3721
Si	-3.072	-4.7971	20.0412	-0.0041	0.0304	0.2552
Si	-3.94	-0.1704	17.5579	0.0207	-0.0213	0.2793
Si	3.2696	5.2708	-6.0822	0.0511	-0.0268	0.3226
Si	0.8687	2.3674	21.8137	0.0134	-0.0257	0.3481
Si	-3.2822	2.0875	19.5164	0.0056	0.0439	0.2849
Si	-5.0909	0.6937	-8.5736	0.0221	0.0081	0.3555
Si	2.1263	1.5965	-2.7647	0.0112	-0.0438	0.2722
Si	-2.4516	-0.6831	-2.2182	0.0327	0.0056	0.2599
Si	1.4707	0.9197	19.3937	0.0151	0.0418	0.2736
Si	-0.0203	-2.0029	15.2622	0.0145	-0.0051	0.1904
Si	-3.7527	-3.2518	-2.5992	0.0014	-0.0085	0.2637
O	3.6617	-2.1115	18.455	0.0427	0.0742	-0.1675
O	2.5668	-5.2641	-2.6025	0.0331	-0.0378	-0.0982
O	3.8955	3.8149	19.6928	-0.0048	0.0782	-0.1638
O	-2.0379	4.9334	20.4154	0.0015	-0.0062	-0.0869
O	-4.4034	-4.1422	15.4268	-0.0295	0.0341	-0.0861
O	1.3232	1.3468	-1.3798	0.0055	0.0364	-0.1653
O	-4.0387	-4.2689	-1.3729	-0.0149	0.0561	-0.1737
O	-2.1123	3.4592	-1.214	-0.0152	-0.039	-0.0973
O	-1.4701	1.9486	-7.8046	-0.0706	-0.0441	-0.2501
O	-2.291	-3.5267	-3.2318	0.0573	-0.0121	-0.1304
O	-1.1778	-1.3379	-1.4497	-0.0637	0.0393	-0.1423
O	4.7306	1.993	21.5057	-0.0685	0.0117	-0.1481
O	-4.7296	-0.7881	-8.0039	-0.0314	0.0783	-0.1427
O	1.4432	1.499	15.4121	-0.0073	-0.0039	-0.0847
O	-3.671	4.7154	-4.7208	0.0601	0.0245	-0.1355
O	4.8822	4.4841	-3.5211	0.0579	-0.0128	-0.1458
O	3.0283	1.3059	19.6576	-0.031	-0.0357	-0.1156
O	-1.3681	-1.1045	15.4193	-0.0127	0.0211	-0.081
O	-5.1153	-2.6048	-6.1551	0.0819	0.0454	-0.1954
O	-1.3586	-4.9493	-5.2124	-0.0477	-0.08	-0.1358
O	4.9115	4.5845	17.4321	0.0226	0.0103	-0.1
O	-3.349	4.9517	17.0058	0.0354	0.0324	-0.1841
O	1.1983	2.1611	-3.9596	-0.0172	0.0579	-0.1806
O	2.7508	0.1541	-3.1963	-0.0015	0.0135	-0.0881
O	-3.2773	-3.1248	-7.9501	0.0263	-0.0751	-0.1498
O	1.2651	-3.0904	19.0764	-0.0338	0.0288	-0.1028
O	2.7464	5.4131	14.043	-0.0015	0.0013	-0.0343
O	-0.4617	-3.4851	14.7723	-0.0212	-0.0302	-0.0779
O	-4.2339	3.0214	18.6165	-0.0245	0.0467	-0.1178
O	5.338	-0.2779	17.5291	-0.0291	-0.0137	-0.09
O	2.9501	-0.3893	16.5207	-0.043	0.0375	-0.1453
O	2.3185	4.0006	17.5329	-0.0427	-0.0139	-0.1033
O	-3.7129	-1.7106	-2.0225	-0.0053	-0.0153	-0.0862
O	-1.7399	2.5369	19.3886	-0.0075	-0.0126	-0.0931
O	-3.3349	0.4948	16.2113	0.0534	0.0014	-0.193
O	-2.8378	5.1936	-7.2014	-0.0407	0.0738	-0.2411
O	-0.2359	3.4509	21.39	-0.0472	0.0401	-0.1521
O	0.0229	3.4532	16.325	-0.0212	-0.0308	-0.219
O	4.6231	-2.3751	16.0566	0.0448	-0.0591	-0.1613
O	3.9809	1.192	14.7454	0.025	0.0223	-0.0838
O	-0.922	0.5285	-5.6907	-0.0005	0.0714	-0.1089
O	2.1627	-2.5192	-2.7234	0.0315	0.0337	-0.0959
O	0.0566	4.3493	18.8641	0.0505	-0.0021	-0.148
O	2.3431	2.9928	21.5925	0.032	0.0007	-0.1364
O	-2.2476	-5.3483	14.5644	0.0382	0.0231	-0.0853
O	3.2672	-4.713	18.668	0.0016	-0.0254	-0.0909
O	4.0906	-1.274	-1.513	-0.0052	-0.0247	-0.1702
O	-2.8664	-1.175	-6.2403	-0.0879	-0.0251	-0.1715
O	4.2622	4.5588	-0.9807	-0.0321	0.026	-0.1511
O	-3.461	-4.0384	21.4164	0.0298	-0.0524	-0.1524
O	-5.1766	2.5582	-5.1559	-0.0503	-0.0395	-0.1725
O	-2.6397	0.8182	-1.6578	0.0195	-0.0502	-0.0856
O	5.0224	1.6237	-7.4926	0.0596	-0.0954	-0.2009
O	-3.4672	0.6272	18.884	-0.0202	-0.0699	-0.1498
O	3.1529	2.0339	-5.7466	0.0535	0.0044	-0.1137
O	3.9742	-4.3526	-5.3058	-0.0392	-0.0609	-0.1286
O	0.7278	1.0653	20.8482	0.0185	-0.0395	-0.1773
O	-2.2236	-0.5172	-3.7819	0.032	-0.0052	-0.2249
O	-4.8996	-3.5246	-3.6918	-0.0672	-0.0029	-0.1594
O	-4.4158	4.0826	14.8703	-0.0236	-0.0371	-0.1129
O	-3.2041	-1.6869	20.2995	0.0629	0.02	-0.206
O	4.1284	-1.8491	-4.2227	0.0615	-0.0549	-0.1517
O	1.3412	-0.5464	18.822	-0.0122	-0.0559	-0.1059
O	-0.9685	-1.6116	18.8781	0.042	0.0039	-0.0962
O	0.6408	2.5704	-6.4166	-0.052	-0.0087	-0.1125
O	-3.9954	2.7975	-2.8962	-0.0554	0.0657	-0.2111
O	0.587	-2.1158	16.7658	-0.0179	0.0015	-0.2313
O	-1.724	3.2614	-5.6113	0.0121	-0.0327	-0.1027
O	-4.4109	-5.3826	19.3606	-0.029	-0.0391	-0.1369
O	2.3483	-5.0537	-7.2823	-0.0416	0.0552	-0.2539
O	2.2421	4.383	-5.1472	0.0188	0.0261	-0.1245
O	-0.7975	-2.2699	-5.0382	-0.0143	0.0512	-0.1099
O	-2.3796	-3.787	18.9907	0.0217	0.0283	-0.1018
O	3.1592	2.8342	-2.5206	-0.0163	-0.0063	-0.0903
O	-5.3932	-2.2892	21.6855	0.0372	-0.0051	-0.1121
O	-3.3317	-1.6739	17.6925	-0.0373	0.0486	-0.1325
O	-3.6246	2.2113	21.1032	0.0666	-0.0146	-0.2241
O	0.8583	1.9479	18.3252	-0.0217	0.0566	-0.1364
O	4.3486	4.1846	-6.672	0.0002	0.0134	-0.107
O	3.2022	-3.2378	20.8158	-0.0785	-0.0044	-0.2504
O	0.2673	-4.1263	-3.3652	-0.0953	0.0052	-0.1653

Results
free energy: -128073.142 eV
free energy less fixed offsets of O -570.45, Si -639.56 eV per atom: -3.012 eV

The program warned: the cutoff lies below the one the program advises for these potential files; the forces do not sum to zero within the program's tolerance; empty levels may hold ghost states of the PAW files; the exchange-correlation potential is rough where the density is thin.
